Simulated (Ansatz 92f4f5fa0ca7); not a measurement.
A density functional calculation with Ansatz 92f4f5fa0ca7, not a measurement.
Periodic cell of 296 atoms, Si152O112H32, with a vacuum gap, from a study of silicon, its oxide and their interface. The atomic structure is a simulated model.

Settings: functional r2SCAN; potential files Ansatz PAW; basis plane waves; wave-function cutoff 800 eV; density cutoff ratio 5; exchange-correlation grid ratio 1; k mesh 1 x 1 x 1, shifted by 0.5 0.5 0 of a step; self-consistency stop 1e-11 eV per atom in the density residual; occupations fixed; spin none; net charge 0; applied field sawtooth along c, amplitude -0.015 V/angstrom in the program's sign convention, ramp centred at 0.9900 of c and 0.0200 of c wide, no dipole correction.

Cell vectors (angstrom)
a	10.887	0	0
b	0	10.887	0
c	0	0	49.9954

Atoms and the computed forces on them: element, x, y, z (angstrom), force x, y, z (eV/angstrom)
Si	0.4478	-0.017	35.0393	-0.002	0.007	-0.0205
Si	3.1948	2.5562	35.0848	-0.0031	0.0088	-0.0186
Si	-0.2559	5.4543	34.8813	0.0018	-0.0107	-0.0209
Si	2.4827	8.5338	35.0219	0.0022	-0.0078	-0.0209
Si	5.2944	0.2706	34.9174	0.006	-0.0023	-0.019
Si	7.8633	3.0661	35.1187	0.0073	-0.0081	-0.0176
Si	5.7158	5.2966	34.954	-0.006	0.0015	-0.0206
Si	8.5905	7.8668	34.8453	-0.0026	0.0044	-0.0228
Si	1.575	1.44	36.4155	0.0017	-0.0002	0.0002
Si	4.264	4.1255	36.3949	-0.0022	-0.0043	0.0012
Si	1.3496	6.771	36.1301	0.002	0.0024	0.0009
Si	4.1152	9.6196	36.2981	-0.0006	0.0001	0.004
Si	6.7782	1.406	36.339	0.0009	0.0021	-0.0048
Si	9.4832	4.1352	36.4104	-0.0008	0.0023	0.0011
Si	6.933	6.8511	36.2271	0.0019	-0.0002	0.005
Si	9.6547	9.5652	36.1351	0.0009	-0.0012	0.0013
Si	0.0455	2.7456	37.6426	-0.0015	-0.0014	-0.0173
Si	2.8377	0.0427	37.7764	-0.005	-0.0012	-0.0096
Si	0.0486	8.1671	37.5804	0.0014	-0.0028	-0.0129
Si	2.743	5.4772	37.5673	0.0007	-0.0016	-0.0181
Si	5.5143	2.7438	37.7943	0.001	-0.0011	-0.0084
Si	8.2271	-0.0135	37.5402	-0.0012	0.0042	-0.0126
Si	5.5044	8.1944	37.5574	-0.0032	-0.0006	-0.0165
Si	8.1684	5.5109	37.7414	0.0033	-0.0043	-0.0185
Si	1.3882	4.13	38.9771	0.0052	-0.0029	0.0038
Si	4.1367	1.4038	39.1235	0.0015	0.012	0.0056
Si	1.4099	9.5078	38.9872	-0.0008	-0.0013	0.0086
Si	4.1227	6.8258	38.9303	-0.0015	-0.0044	0.007
Si	6.8643	4.109	39.0956	0.0043	0.0001	0.0131
Si	9.5679	1.3385	38.9561	0.0016	0.007	-0.002
Si	6.8476	9.5469	38.9411	0.0076	0.0015	0.0031
Si	9.5611	6.8752	39.0141	0.0012	0.0029	0.0077
Si	0.0207	-0.0251	40.3348	-0.0121	0.006	0.017
Si	2.7054	2.7544	40.3826	-0.0115	-0.0006	0.0206
Si	0.0176	5.4698	40.3444	0.0017	-0.0116	0.0173
Si	2.7679	8.1566	40.3394	-0.0029	-0.0029	0.0157
Si	5.5038	-0.0098	40.3691	-0.0036	-0.0065	0.023
Si	8.2238	2.6956	40.3702	-0.0008	-0.0102	0.0115
Si	5.4316	5.4582	40.3599	-0.0046	-0.0044	0.0152
Si	8.1644	8.1935	40.3558	0.0029	-0.0168	0.0164
Si	1.3507	1.356	41.7116	0.0132	0.0006	0.175
Si	4.0739	4.0969	41.7238	0.0178	0.006	0.1745
Si	1.3836	6.8073	41.6982	0.0064	0.0133	0.1817
Si	4.1118	9.525	41.7069	-0.0307	-0.0225	0.1875
Si	6.8337	1.3468	41.725	0.0468	0.0588	0.183
Si	9.557	4.0824	41.7103	0.0039	0.011	0.179
Si	6.8007	6.8095	41.7098	0.0222	0.0169	0.1806
Si	9.5307	9.5309	41.7106	0.0157	0.0052	0.18
Si	-0.0094	2.7085	43.079	0.0798	0.0453	0.3124
Si	2.7196	-0.0153	43.0588	0.0177	0.0656	0.2034
Si	-0.0116	8.1391	43.0513	0.1106	0.1169	0.258
Si	2.7009	5.433	43.0684	0.0912	0.0922	0.414
Si	5.4224	2.6942	43.0532	0.13	0.1275	0.2723
Si	8.1693	-0.0182	43.0775	0.1027	0.0941	0.4115
Si	5.4354	8.1512	43.0749	0.0892	0.0351	0.3362
Si	8.149	5.414	43.0599	0.0731	0.0822	0.1856
Si	1.3487	4.068	6.9374	-0.0508	-0.048	-0.3302
Si	4.057	1.3494	6.9486	-0.0351	-0.0723	-0.1541
Si	1.3319	9.5092	6.9113	-0.1161	-0.0674	-0.3233
Si	4.0392	6.7987	6.9195	-0.1158	-0.1195	-0.422
Si	6.7683	4.0431	6.922	-0.1601	-0.102	-0.2951
Si	9.4867	1.3631	6.9355	-0.0961	-0.1234	-0.3913
Si	6.8216	9.4831	6.9331	-0.0493	-0.0553	-0.344
Si	9.5241	6.7583	6.9326	-0.0699	-0.0642	-0.1919
Si	-0.0493	-0.0187	8.2495	-0.0291	-0.0297	-0.1796
Si	2.6636	2.7087	8.3189	-0.0031	-0.0352	-0.1753
Si	-0.0235	5.3846	8.3171	-0.0099	-0.0004	-0.1798
Si	2.6377	8.1117	8.2824	-0.0176	-0.0219	-0.1896
Si	5.4418	-0.0476	8.2527	-0.0184	-0.0046	-0.1681
Si	8.11	2.6904	8.3154	-0.0043	-0.0034	-0.1917
Si	5.3767	5.4057	8.2392	-0.0129	-0.0223	-0.1793
Si	8.1665	8.1006	8.3052	-0.0086	-0.0068	-0.183
Si	1.2333	1.3505	9.6369	0.0048	0.0056	-0.0174
Si	4.0059	4.1147	9.6526	0.0043	0.0132	-0.0124
Si	1.2854	6.7578	9.7111	0.0023	0.0038	-0.0344
Si	4.0474	9.4703	9.5432	0.0166	0.006	-0.0114
Si	6.7699	1.2833	9.665	-0.0023	-0.0108	-0.0181
Si	9.4907	4.0288	9.6791	0.0023	0.0063	-0.0213
Si	6.7706	6.6865	9.5945	-0.0048	0.0065	-0.0233
Si	9.5452	9.4839	9.637	0.0059	0.0072	-0.0175
Si	-0.1736	2.6095	11.1171	0.0014	-0.0098	-0.0044
Si	2.6532	-0.0449	10.8227	-0.0034	-0.0065	-0.0133
Si	-0.0562	8.1409	11.0855	-0.0031	0.0039	-0.0113
Si	2.6201	5.4104	11.1109	0.0105	-0.0024	-0.0109
Si	5.3697	2.7085	10.9156	-0.0049	-0.0019	-0.0173
Si	8.1628	-0.1169	11.0127	-0.0011	-0.0013	-0.0133
Si	5.3586	8.0336	10.8581	-0.0062	-0.0001	-0.0025
Si	8.1166	5.3702	11.0222	-0.0075	-0.0035	-0.0041
Si	1.1585	4.0355	12.4413	-0.0037	0.0036	0.0148
Si	3.8785	1.4079	12.1462	-0.0032	-0.0003	0.0156
Si	1.4835	9.4839	12.3079	0.0043	0.0051	0.0146
Si	4.0785	6.7913	12.3941	0.007	-0.0019	0.0112
Si	6.8341	3.8518	12.3306	-0.0017	0.0049	0.0169
Si	9.4001	1.1475	12.588	0.0033	-0.0008	0.0114
Si	6.6751	9.4016	12.189	-0.0063	0.0022	0.0141
Si	9.2441	6.9348	12.4205	0.006	-0.0055	0.0126
Si	0.3078	0.0207	13.7005	0.0049	0.0033	-0.0305
Si	2.3366	2.3852	13.6387	-0.0036	-0.0028	-0.0253
Si	-0.1574	5.6465	13.5915	0.0018	0.0009	-0.0288
Si	3.2405	8.6448	13.7023	-0.0025	0.0002	-0.0281
Si	5.2898	-0.0089	13.258	-0.0044	-0.0036	-0.0087
Si	7.5742	2.0822	13.8549	-0.0018	-0.0052	-0.0425
Si	5.6598	5.4345	13.4979	0	0.0021	-0.023
Si	7.4763	7.9426	13.8744	-0.0077	-0.0092	-0.0421
Si	-1.4226	15.2802	18.5268	-0.0022	0.0065	-0.0466
Si	2.1043	6.427	31.0276	-0.0105	0.0055	-0.0625
Si	-27.3975	18.8675	29.0472	0.0036	0.0043	-0.0621
Si	-11.7537	2.0971	30.1323	0.0017	0.0143	-0.0631
Si	1.9087	6.7711	15.2666	0.0063	0.0011	-0.0356
Si	-8.7702	-3.9965	20.7052	-0.0037	0.0029	-0.0473
Si	-4.4652	2.8407	27.1582	-0.0033	0.0056	-0.0502
Si	16.5791	0.6395	17.8272	0.0087	0.0051	-0.04
Si	-2.3131	-0.5651	22.2475	0.0035	0.0068	-0.0466
Si	-17.9212	8.7521	22.3485	0.0047	0.0029	-0.0502
Si	-9.3666	8.5875	27.6256	0.0087	0.0025	-0.063
Si	21.1792	-15.485	16.3261	0.0081	-0.0013	-0.0416
Si	-6.0426	11.0658	20.5847	0.0038	0.0025	-0.0466
Si	3.8233	13.0891	22.308	0.0013	0	-0.0343
Si	-13.2728	9.34	19.4691	-0.0024	-0.0058	-0.0432
Si	-6.4151	4.8166	20.7045	-0.0006	-0.0071	-0.0472
Si	-21.479	-13.2639	19.0599	-0.0065	0.0057	-0.0478
Si	-0.2349	10.9364	20.2671	0.0005	-0.0053	-0.0362
Si	14.6232	-6.6108	15.4808	-0.0036	-0.0005	-0.0197
Si	-9.7079	6.0814	23.5035	-0.0013	-0.0054	-0.0496
Si	-5.6133	19.827	26.085	0.0035	-0.0072	-0.0619
Si	-19.7108	12.7637	30.3599	0.0183	-0.0083	-0.0606
Si	-7.3945	10.2928	29.47	0.0052	-0.0031	-0.0502
Si	7.8264	-2.6915	24.2735	0.0066	0.0107	-0.0529
Si	-12.0862	12.4735	33.0173	-0.0023	-0.0032	-0.0639
Si	9.6923	4.4938	23.6674	0.0064	-0.0043	-0.0514
Si	-0.6844	-1.6011	16.2645	0.0036	0.0049	-0.0552
Si	1.362	3.3142	23.0684	0.0022	-0.0063	-0.0297
Si	-24.9997	2.6448	17.0001	0.0019	-0.0036	-0.053
Si	-25.294	9.5447	16.6797	0.0014	-0.0102	-0.0495
Si	-7.1679	3.1804	27.96	0.0186	0.0012	-0.0464
Si	-4.0377	26.4716	25.005	0.005	0.007	-0.0555
Si	15.9278	3.5054	17.8918	-0.0053	0.003	-0.0452
Si	-2.4326	6.5197	26.5825	-0.0071	0.0022	-0.0658
Si	-15.1622	12.5943	22.1595	0.0007	-0.0005	-0.0331
Si	4.7059	22.5212	27.0302	0.008	-0.003	-0.0479
Si	-2.4244	3.8241	21.1295	0.0006	-0.0011	-0.0466
Si	-23.8573	-6.5936	28.3259	-0.0125	0.009	-0.0546
Si	-18.7779	16.8799	28.2789	0.0044	0.005	-0.0545
Si	5.8927	-4.4582	22.771	-0.0084	0.0038	-0.0485
Si	8.7961	-0.3557	31.0395	0.0165	-0.0017	-0.0491
Si	-11.1773	8.1957	29.9897	-0.0011	-0.0086	-0.0557
Si	0.1337	13.7548	20.3499	-0.0071	-0.0004	-0.0407
Si	-9.3627	-6.9461	32.829	0.0061	-0.0013	-0.0701
Si	-15.0408	-1.5717	32.7265	0.0005	-0.0022	-0.061
Si	7.9874	6.8668	29.3329	-0.0033	-0.0099	-0.0565
Si	-19.1403	8.4634	24.9596	0.002	-0.007	-0.0682
Si	-17.3971	18.1176	32.8354	-0.0041	0.0035	-0.0655
O	0.0979	-13.3418	28.4116	-0.0097	-0.0015	0.0351
O	-1.4675	5.2989	27.1638	0.0012	-0.0095	0.0303
O	-2.2947	2.3707	33.8549	-0.0132	0.0131	0.0346
O	2.3477	-1.278	28.5594	0.0085	0.01	0.0291
O	-2.9618	8.5501	33.5193	0.0137	-0.0151	0.0387
O	-9.8765	7.6311	30.8116	0.0112	-0.0083	0.0315
O	-8.0549	11.3139	30.5681	-0.0077	0.011	0.0301
O	-0.3157	5.7908	24.0592	-0.0027	0.0056	0.0197
O	-10.3017	23.163	19.9107	-0.001	0.0034	0.0114
O	2.2066	-5.2626	29.6389	-0.0081	0.0025	0.0376
O	-1.275	6.6565	34.3291	-0.0014	0.0018	0.0135
O	6.0846	10.5256	33.6137	-0.014	0.015	0.0383
O	-5.9104	-0.2198	19.0236	-0.0072	-0.0028	0.0306
O	-20.1293	9.1421	26.0864	-0.0079	-0.0002	0.0407
O	-22.6431	2.4968	31.7144	-0.001	-0.004	0.0472
O	-14.6267	3.1979	21.8199	-0.0032	-0.0014	0.0181
O	-0.786	5.2477	15.0848	-0.0044	0.0033	0.0279
O	-5.886	4.0155	19.4113	-0.0039	0.0118	0.0341
O	-3.1604	0.7257	22.7749	0.0004	-0.0009	0.0258
O	-5.741	-17.2418	14.7611	-0.0094	-0.0052	0.0231
O	-9.6051	23.0285	14.1661	0.0003	-0.0006	0.0116
O	-1.1732	7.7558	15.9292	-0.0003	0.0026	0.0103
O	-13.4082	15.1642	24.5564	-0.0167	0.0053	0.0171
O	4.4345	9.0581	29.9598	-0.0008	0.0004	0.0229
O	1.2443	18.1332	19.3844	0.0107	-0.0059	0.0193
O	10.0571	10.8094	21.7848	-0.0083	-0.0016	0.0183
O	5.2386	12.6894	23.0408	-0.0018	0.0006	0.0215
O	7.8992	2.445	15.4135	-0.002	0.0069	0.036
O	6.7078	6.5273	14.0995	0.0011	0.0072	0.0103
O	3.0953	2.8844	14.9967	0.0075	0.0075	0.0186
O	18.1303	-2.3093	15.3834	0.0064	0.0106	0.0273
O	4.311	9.8304	14.0945	-0.0019	-0.0055	0.0069
O	-9.1089	2.7908	31.68	-0.0069	0.0228	0.0443
O	-12.263	-8.2809	20.9102	-0.0026	0.0025	0.0138
O	9.594	5.74	17.6597	-0.0058	-0.0132	0.0285
O	3.917	-6.572	17.0746	0.0088	-0.0064	0.0408
O	-2.5536	15.4612	19.6978	-0.0057	-0.0041	0.0319
O	-2.2204	-1.5398	23.5299	-0.0076	-0.016	0.0322
O	12.0201	-7.4535	21.4637	0.0051	0.0058	0.0307
O	2.9037	19.106	21.1711	0.0078	0.0091	0.0207
O	1.0032	-4.3714	16.5781	-0.0067	-0.0013	0.0233
O	-4.8783	10.4507	16.6423	-0.0053	0.0047	0.0221
O	13.6815	5.473	15.0223	-0.0002	-0.0021	0.0182
O	-3.0046	5.2472	29.2648	-0.0003	0.0041	0.0294
O	1.8675	7.1677	24.4222	0.0074	0.0149	0.0364
O	10.7342	3.2105	23.7109	-0.0081	0.0042	0.0233
O	13.6534	8.1271	15.2058	-0.0062	-0.0087	0.0177
O	-13.8638	14.0581	27.6135	0.013	0.0039	0.0238
O	-10.5804	-1.7853	17.5373	0.0057	-0.0039	0.0337
O	6.3531	11.8722	14.0499	0.0039	0.002	0.0133
O	-16.0924	5.7414	21.3105	0.0078	0.0118	0.0295
O	-6.1852	12.8065	17.6567	0.0022	-0.002	0.0197
O	-1.0622	3.4337	29.2351	0.0091	-0.0179	0.0344
O	4.8251	-11.9463	21.6301	-0.0069	-0.0087	0.0248
O	0.0627	-0.8966	15.0353	-0.0111	-0.0103	0.0313
O	-2.6762	-3.4061	27.8451	-0.0023	0.0023	0.0387
O	-1.7306	4.8267	22.1736	0.0072	0.0036	0.0338
O	-7.2586	1.1676	21.0504	-0.0024	0.0055	0.0178
O	7.176	1.3576	17.8918	-0.0043	-0.0031	0.0128
O	-12.6983	11.074	32.5277	0.0022	0.0097	0.0356
O	-16.2024	8.2359	32.4773	0.0018	0.0013	0.0326
O	-26.9989	-2.2106	27.6297	-0.0012	-0.008	0.0454
O	-7.6377	18.8387	33.7215	-0.0127	0.012	0.0368
O	-7.2208	12.8897	26.8114	-0.0022	0.0068	0.024
O	-12.1461	19.04	19.4384	-0.0011	0.0019	0.0175
O	-25.2193	-1.8401	18.2657	0.0061	0.0005	0.027
O	-10.0924	-1.169	20.0174	0	0.0059	0.0155
O	11.8225	-4.0495	13.9682	0.0029	-0.0036	0.0195
O	-12.9312	-3.4435	25.3108	0.0034	-0.0081	0.0295
O	-5.0262	5.2231	23.8508	0.0064	-0.0056	0.0321
O	12.0228	17.3763	21.9343	-0.0036	0.0002	0.0321
O	12.8882	15.5771	23.6238	0.0011	0.0077	0.0165
O	-23.3189	7.1754	30.1598	0.0096	0.0062	0.0255
O	-28.0449	10.4343	25.969	-0.0004	0.0094	0.0248
O	-3.544	-1.06	31.2811	-0.0117	-0.0046	0.0302
O	-10.8746	3.9881	19.1867	0.0054	-0.0074	0.019
O	-9.2241	-5.4939	32.1596	-0.005	-0.0179	0.032
O	4.0132	14.6006	21.781	-0.0031	-0.0061	0.0145
O	9.0667	-7.7303	17.5793	0.0047	0.0059	0.0239
O	-27.9568	7.5052	22.9365	0.0034	-0.0001	0.0235
O	-18.8449	2.7348	29.2955	-0.0178	-0.0093	0.0364
O	-19.657	7.0861	27.4958	0.0044	-0.0078	0.0261
O	-1.5158	10.7204	19.2695	0.0031	0.0032	0.0126
O	5.3197	-7.5033	28.2316	-0.0105	0.0018	0.0185
O	-12.9114	-0.7052	16.4935	-0.0064	0.0012	0.008
O	-7.8682	-1.5415	23.6278	-0.0078	-0.0005	0.0344
O	-4.3295	8.7813	25.1146	-0.0184	0.006	0.0278
O	-8.388	2.1645	23.265	-0.0054	0.0001	0.0113
O	-5.9094	-4.9492	33.6254	0.0134	-0.0156	0.0366
O	-6.6992	12.2884	34.43	0.0004	-0.0032	0.0097
O	-15.1796	7.496	29.8459	0.0011	0.0032	0.0167
O	-21.6826	1.1067	33.8699	0.0122	-0.015	0.0347
O	-14.4873	18.088	23.0942	0.0057	0.0058	0.0295
O	-18.6294	15.4977	27.4512	-0.0025	0.0036	0.0203
O	-4.7523	-18.3317	25.6831	-0.0015	-0.0105	0.0363
O	-3.0041	9.5157	20.9771	-0.0001	0.0056	0.0299
O	-18.1736	-4.0085	31.4586	0.015	0.0049	0.0428
O	0.5974	1.5138	29.7567	-0.0048	0.0019	0.0203
O	-4.3738	-7.1178	17.2644	-0.0056	0.0009	0.0178
O	-6.8489	7.9925	25.6457	0.0078	0.0031	0.0289
O	-2.0071	0.9204	30.0011	-0.0016	-0.0072	0.0273
O	1.437	9.6843	34.4581	-0.0003	-0.0009	0.0169
O	-15.5317	23.0266	26.9956	-0.0032	0.0006	0.0149
O	-18.5841	16.6232	20.346	-0.0002	0.0033	0.0141
O	-4.0817	4.1556	34.476	-0.0007	0.0012	0.0137
O	4.4467	0.2989	28.5481	-0.0106	-0.009	0.0326
O	-11.751	9.5661	30.6189	-0.0113	0.0147	0.0171
O	0.1888	15.1772	33.7574	-0.0121	0.0164	0.0347
O	-6.4714	6.6556	28.667	0.0005	0.0007	0.0217
O	-14.7385	16.724	26.151	0.0072	0.0089	0.0268
O	-15.5713	1.0497	20.745	0.0018	0.0069	0.0209
O	-8.235	14.4181	33.8979	0.0126	-0.0132	0.0379
H	-0.8447	1.9005	44.0114	0.2809	0.3076	-0.2869
H	0.812	3.5307	44.0114	-0.2692	-0.3573	-0.2395
H	3.5331	0.8147	43.9913	-0.3281	-0.3419	-0.2383
H	1.8903	-0.8295	43.9913	0.2952	0.2413	-0.2889
H	-0.8245	7.3085	43.9838	0.2913	0.2763	-0.2946
H	0.8021	8.9689	43.9838	-0.2942	-0.2961	-0.2272
H	1.8829	4.6073	44.0009	0.283	0.3168	-0.2844
H	3.5143	6.2631	44.0009	-0.3071	-0.2983	-0.2307
H	4.5944	1.8787	43.9856	0.325	0.3046	-0.2911
H	6.2433	3.5169	43.9856	-0.3026	-0.3109	-0.2267
H	7.359	-0.8513	44.0099	0.2858	0.2823	-0.2851
H	8.9715	0.8228	44.0099	-0.2806	-0.3555	-0.2249
H	6.2734	8.9565	44.0073	-0.3287	-0.2758	-0.2419
H	4.6007	7.3426	44.0073	0.304	0.2641	-0.2831
H	7.3243	4.5951	43.9923	0.2929	0.2788	-0.2926
H	8.9801	6.2264	43.9923	-0.3179	-0.2848	-0.2365
H	0.5273	3.2458	6.0049	0.2821	0.3034	0.2573
H	2.1666	4.8937	6.0049	-0.3093	-0.2941	0.2947
H	3.2435	0.5193	6.0161	0.2613	0.3164	0.2831
H	4.885	2.1649	6.0161	-0.3843	-0.2458	0.2936
H	2.1612	10.3235	5.9789	-0.2423	-0.3243	0.2843
H	0.5182	8.6794	5.9789	0.2504	0.3584	0.2275
H	3.2258	5.9686	5.9871	0.3344	0.3249	0.2037
H	4.8739	7.6073	5.9871	-0.3479	-0.1817	0.2957
H	5.9474	3.2204	5.9895	0.3978	0.2856	0.2163
H	7.5931	4.862	5.9895	-0.2623	-0.2566	0.3105
H	8.6846	0.5221	6.0031	0.2285	0.4017	0.2226
H	10.3221	2.1711	6.0031	-0.316	-0.2434	0.2943
H	5.9835	8.6779	6.0007	0.3376	0.2273	0.2583
H	7.6319	10.3162	6.0007	-0.2256	-0.3681	0.2781
H	10.337	7.589	6.0002	-0.23	-0.337	0.3
H	8.6931	5.9459	6.0002	0.3026	0.2631	0.2673

Results
free energy: -161602.808 eV
free energy less fixed offsets of H -15.71, O -570.45, Si -639.56 eV per atom: 3.432 eV

The program warned: the cutoff lies below the one the program advises for these potential files; the forces do not sum to zero within the program's tolerance; empty levels may hold ghost states of the PAW files; the exchange-correlation potential is rough where the density is thin.
